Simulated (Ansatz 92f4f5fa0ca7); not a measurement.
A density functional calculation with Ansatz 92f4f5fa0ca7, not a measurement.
Periodic cell of 223 atoms, Si132O90P1, from a study of silicon, its oxide and their interface. The atomic structure is a simulated model.
Doubt: the cutoff is far below the 930 eV that the study's wrapper takes by default for these files, so forces and energies are approximate.
This geometry differs little from another in the collection (a relaxation step or a small displacement).

Settings: functional PBE; potential files Ansatz PAW; basis plane waves; wave-function cutoff 580 eV; density cutoff ratio 5; exchange-correlation grid ratio 1; k mesh 1 x 1 x 1, Gamma-centred; self-consistency stop 5e-08 eV per atom in the density residual; occupations fixed; spin none; net charge +1 e, with a uniform compensating background and no finite-size correction.

Cell vectors (angstrom)
a, 10.938, 0, 0
b, 0, 10.938, 0
c, 0, 0, 32.1988

Atoms: element, x, y, z (angstrom)
Si, 10.5844, 0.2227, 24.8579
Si, 5.7346, 10.6797, 24.7311
Si, 2.4783, 2.9169, 24.6307
Si, 8.4231, 2.4647, 24.8142
Si, 0.2724, 5.169, 24.7443
Si, 5.1488, 5.7488, 24.6829
Si, 2.9302, 8.0085, 24.5851
Si, 7.9385, 8.4373, 24.7234
Si, 1.3278, 1.3839, 26.0288
Si, 6.8448, 1.3079, 26.1149
Si, 4.039, 4.1072, 25.9911
Si, 9.6058, 4.0598, 26.0781
Si, 1.3955, 6.829, 25.9947
Si, 6.7648, 6.8534, 26.0186
Si, 4.0998, 9.5336, 25.9917
Si, 9.4589, 9.5712, 26.147
Si, 2.7254, -0.0075, 27.3337
Si, 8.1557, -0.0189, 27.5589
Si, 0.008, 2.7164, 27.483
Si, 5.4412, 2.7412, 27.358
Si, 2.7214, 5.4712, 27.4294
Si, 8.1827, 5.4713, 27.3419
Si, -0.0092, 8.1824, 27.3644
Si, 5.4373, 8.1992, 27.4435
Si, 4.0793, 1.3614, 28.7379
Si, 9.5775, 1.354, 28.8374
Si, 1.3591, 4.107, 28.8078
Si, 6.8311, 4.1015, 28.7355
Si, 4.095, 6.8224, 28.8006
Si, 9.5502, 6.8244, 28.7412
Si, 1.3634, 9.568, 28.7293
Si, 6.7851, 9.5438, 28.8524
Si, 0.0196, -0.0259, 30.1568
Si, 5.4242, 0.0072, 30.1615
Si, 2.7343, 2.7249, 30.1419
Si, 8.1953, 2.7474, 30.1399
Si, -0.0318, 5.4701, 30.1398
Si, 5.4827, 5.4566, 30.142
Si, 2.7192, 8.2159, 30.1273
Si, 8.2037, 8.1775, 30.1566
Si, 1.3783, 1.356, 31.5223
Si, 6.829, 1.3726, 31.49
Si, 4.1125, 4.0884, 31.5034
Si, 9.5596, 4.1006, 31.5288
Si, 1.3432, 6.8517, 31.4749
Si, 6.8446, 6.8131, 31.53
Si, 4.0742, 9.5689, 31.5342
Si, 9.5781, 9.5514, 31.5151
Si, 2.7278, 0.0026, 0.722
Si, 8.1996, 0.0042, 0.653
Si, 0.0039, 2.7224, 0.6904
Si, 5.4824, 2.7267, 0.6782
Si, 2.7293, 5.493, 0.6254
Si, 8.2059, 5.4591, 0.7191
Si, 0.0065, 8.1881, 0.6872
Si, 5.4759, 8.1996, 0.6877
Si, 4.1508, 1.3625, 2.0659
Si, 9.5631, 1.3463, 2.045
Si, 1.3793, 4.153, 2.0111
Si, 6.8454, 4.0589, 2.073
Si, 4.0801, 6.8261, 2.0398
Si, 9.5814, 6.8344, 2.0643
Si, 1.373, 9.5439, 2.063
Si, 6.8365, 9.5941, 2.0389
Si, -0.0075, -0.0303, 3.3949
Si, 5.4959, -0.0011, 3.4705
Si, 2.7714, 2.7913, 3.3476
Si, 8.2051, 2.6911, 3.4516
Si, 0.0197, 5.4705, 3.431
Si, 5.4708, 5.4621, 3.3972
Si, 2.7669, 8.2072, 3.4466
Si, 8.1975, 8.2204, 3.3855
Si, 1.3936, 1.4045, 4.6436
Si, 6.841, 1.352, 4.8916
P, 4.1502, 4.0842, 4.7798
Si, 9.5793, 4.0789, 4.767
Si, 1.4233, 6.8175, 4.8004
Si, 6.8079, 6.8789, 4.7488
Si, 4.1371, 9.5742, 4.8521
Si, 9.5538, 9.5451, 4.8054
Si, 2.7461, 0.1069, 6.0573
Si, 8.1915, -0.052, 6.2875
Si, 0.0124, 2.6653, 6.0589
Si, 5.4592, 2.7444, 6.2874
Si, 2.8313, 5.4449, 6.1746
Si, 8.1853, 5.4823, 6.0443
Si, 0.0281, 8.1677, 6.1692
Si, 5.5228, 8.2313, 6.2517
Si, 3.814, 1.5539, 7.6158
Si, 9.8394, 1.1296, 7.48
Si, 1.6164, 3.7739, 7.3187
Si, 6.6692, 4.4348, 7.4846
Si, 4.4193, 6.6349, 7.5633
Si, 9.3716, 6.9445, 7.4212
Si, 1.1524, 9.9092, 7.3017
Si, 7.1568, 9.2359, 7.699
O, 8.3437, 8.1229, 7.8893
O, 2.6885, 2.7062, 7.9694
O, 9.5216, 1.3509, 24.2652
O, 4.0464, 6.8639, 24.121
O, 0.0184, -0.0056, 7.9566
O, 5.5449, 5.5193, 8.0384
O, 6.8463, 9.5694, 24.195
O, 1.3673, 4.0605, 24.165
O, 3.8228, 7.3341, 8.9403
O, 0.846, 4.4369, 8.5788
O, 9.7888, 6.1554, 8.8101
O, 2.1664, 9.3921, 8.4784
O, 7.504, 3.893, 8.7832
O, 4.2941, 0.9184, 9.0538
O, 6.7245, 9.5399, 9.2403
O, 9.2284, 1.8555, 8.8179
O, 7.7065, 3.1487, 23.5142
O, 10.494, 5.8452, 23.4426
O, 5.0849, 0.4358, 23.4015
O, 5.855, 5.0837, 23.3623
O, 3.1045, 2.2101, 23.2742
O, 2.2954, 8.7222, 23.2247
O, 8.6219, 7.7581, 23.3924
O, 0.2281, 10.3277, 23.5925
Si, 4.3871, 1.5697, 22.4603
Si, 3.4914, 7.9265, 14.0394
Si, 7.1154, 0.9577, 14.6702
Si, 0.9419, 9.3564, 22.5144
Si, 1.1871, 4.3065, 11.8891
Si, 6.27, 8.9659, 15.321
Si, 0.6732, 1.3724, 12.3027
Si, 8.6236, 4.9533, 20.5073
Si, 0.3176, 5.739, 9.3762
Si, 5.1003, 3.1245, 17.9427
Si, 0.8869, 3.7466, 16.752
Si, 10.4006, 2.8494, 19.2295
Si, 5.2909, 1.1783, 10.3588
Si, 0.8834, 0.1808, 19.8443
Si, 6.6458, 9.4528, 10.8898
Si, 9.3357, 9.6803, 18.3267
Si, 9.3929, 9.2436, 12.5782
Si, 6.5682, 3.8433, 22.5791
Si, 2.4298, 8.0799, 9.3918
Si, 10.5875, 7.3688, 17.0808
Si, 2.51, 6.2934, 16.5859
Si, 10.1806, 4.4953, 14.1951
Si, 6.1374, 9.188, 18.5155
Si, 7.9737, 2.5569, 9.5953
Si, 8.8769, 2.1489, 12.4633
Si, 5.3382, 6.2476, 18.0677
Si, 3.9201, 0.5579, 19.4621
Si, 4.2818, 3.8376, 12.0534
Si, 5.5414, 6.5954, 12.1533
Si, 8.0122, 2.507, 17.2196
Si, 4.358, 2.4765, 14.9705
Si, 1.5357, 1.2151, 15.2616
Si, 1.5699, 9.4196, 12.0581
Si, 8.0526, 6.8527, 13.8737
Si, 10.3797, 9.8368, 15.4925
Si, 9.8072, 7.015, 22.5442
Si, 8.1065, 5.4865, 17.4072
O, 6.0421, 7.9566, 11.301
O, 6.0187, 9.2105, 16.8963
O, 7.6737, 1.3696, 13.1963
O, 0.8883, 1.7539, 13.8694
O, 9.4266, 6.2566, 16.8807
O, 6.7583, 6.1999, 13.1498
O, 5.1308, 4.6618, 18.6074
O, 9.2296, 2.1607, 18.273
O, 2.3638, 0.0984, 19.0778
O, 9.4079, 10.2353, 16.7658
O, 2.7936, 4.4314, 11.7068
O, 5.0627, 10.3256, 19.1026
O, 9.4264, 3.249, 13.4948
O, 0.4562, 1.7687, 19.9591
O, 3.1482, 1.3632, 15.0595
O, 8.162, 5.3774, 19.0215
O, 3.8927, 6.6031, 17.3926
O, 4.5747, 3.282, 16.3849
O, 9.0698, 5.6727, 14.3143
O, 5.4503, 2.7562, 22.132
O, 10.6781, 4.1472, 15.6871
O, 0.3401, 3.8717, 18.2845
O, 10.425, 10.5181, 19.217
O, 9.6446, 10.0257, 14.0286
O, 10.908, 8.1207, 22.0869
O, 1.1915, 2.1622, 16.5346
O, 9.7286, 3.7519, 20.4182
O, 8.1327, 4.0346, 16.679
O, -0.0388, 9.0992, 11.9094
O, 6.5835, 2.4179, 18.0055
O, 5.5795, 10.7136, 11.1994
O, 7.747, 9.5974, 18.8431
O, 10.0241, 1.0313, 12.0596
O, 1.2563, 7.0185, 9.0654
O, 0.6277, 4.7692, 13.3511
O, 5.7066, 7.6264, 18.9803
O, 5.2421, 5.0824, 11.5213
O, 2.7112, 6.9865, 15.1218
O, 0.9102, 2.7463, 11.4638
O, 0.8588, 10.6867, 15.5452
O, 2.4104, 8.602, 10.9145
O, 4.7032, 2.4316, 11.2574
O, 4.2565, 3.5023, 13.6752
O, 2.2028, 4.6838, 16.4909
O, 10.7028, 8.2501, 15.6995
O, 6.9319, 10.2897, 14.6641
O, 2.3464, 8.9535, 13.4291
O, 8.0319, 1.5247, 15.9074
O, 4.1219, 6.9875, 12.8603
O, 4.1746, 2.0125, 18.7236
O, 7.287, 4.4243, 21.2607
O, 8.4009, 2.9326, 11.1097
O, 1.1768, 6.8648, 17.3622
O, 5.6474, 1.5663, 14.7598
O, 8.1305, 9.7596, 11.5927
O, 9.2016, 6.2899, 21.2326
O, 8.9518, 7.7138, 12.8485
O, 1.6489, 0.1241, 11.8845
O, 6.6424, 6.1512, 17.0612
O, 7.4044, 7.8054, 15.0438
O, 1.2117, 10.3011, 21.227
O, 10.0278, 8.2022, 18.3573
O, 3.9453, 0.8499, 21.0791
O, 0.3488, 5.3356, 10.9287
O, 6.7076, 1.5507, 9.6324
O, 4.7844, 8.7013, 14.6784

Results
free energy: -135861.144 eV
free energy less fixed offsets of O -568.88, P -755.39, Si -635.61 eV per atom: -6.034 eV

Forces (eV/angstrom), in the order of the atoms: element, x, y, z
Si, -0.0159, 0.0255, 0.0363
Si, 0.0066, -0.0194, 0.0613
Si, -0.0175, 0.0219, 0.0605
Si, 0.0233, -0.0164, 0.0595
Si, 0.0164, -0.0203, 0.0581
Si, -0.0153, 0.0092, 0.0524
Si, 0.0193, -0.006, 0.0518
Si, -0.024, 0.014, 0.0435
Si, -0.01, 0.0018, -0.0211
Si, 0.011, -0.0074, -0.0326
Si, -0.0013, 0.004, -0.0276
Si, 0.012, -0.0134, -0.0282
Si, 0, -0.0097, -0.0324
Si, -0.0096, 0.0055, -0.0241
Si, 0.0111, -0.0055, -0.0294
Si, 0.0042, 0.0097, -0.0228
Si, 0.0029, 0.0033, 0.0305
Si, 0.005, 0.0104, -0.0662
Si, -0.0092, -0.0062, -0.0654
Si, -0.0111, 0.0137, 0.0329
Si, 0.0006, -0.0137, -0.0223
Si, -0.0027, 0.0054, 0.0301
Si, 0.0014, 0.0025, 0.031
Si, 0.0136, 0.0112, -0.0391
Si, -0.0045, -0.0028, -0.0256
Si, 0.0124, 0.0009, 0.0576
Si, 0.007, 0.031, 0.0428
Si, -0.0019, -0.0036, -0.0304
Si, -0.0062, -0.0075, 0.0329
Si, -0.0013, -0.0099, -0.0257
Si, 0.0109, -0.0047, -0.0327
Si, -0.0455, -0.02, 0.0636
Si, -0.0088, 0.0105, -0.0021
Si, 0.0076, -0.0144, -0.0073
Si, 0.0148, -0.0004, -0.0016
Si, -0.0001, 0.0056, 0.0041
Si, 0, -0.014, -0.0058
Si, -0.0109, -0.0031, 0.0024
Si, 0.0011, 0.0002, 0.0021
Si, -0.0032, 0.0059, -0.0064
Si, -0.0115, -0.0029, 0.0019
Si, 0.0001, -0.0059, 0.0017
Si, -0.0039, 0.0028, 0.0006
Si, 0.0062, -0.002, 0.0027
Si, 0.0136, -0.003, 0.0036
Si, 0.0034, 0.0076, 0.0011
Si, 0.0057, 0.0023, 0.0004
Si, -0.0051, 0.0016, 0.0006
Si, 0.0225, 0.0034, -0.003
Si, -0.0042, -0.0042, 0.0044
Si, 0.005, 0.0095, -0.0016
Si, 0.0003, 0.0026, -0.0092
Si, 0.0061, 0.003, -0.005
Si, -0.0116, -0.0133, -0.0012
Si, -0.0019, 0.0059, 0.003
Si, -0.0166, -0.0074, 0.0031
Si, -0.0235, 0.0031, 0.0111
Si, 0.0036, 0.0024, 0.0135
Si, -0.0088, -0.0037, 0.0166
Si, 0.0012, 0.0118, 0.0194
Si, 0.0035, 0.0122, 0.0103
Si, -0.006, 0.0007, 0.0223
Si, -0.0105, 0.0036, 0.0258
Si, 0.0095, -0.0036, 0.0179
Si, -0.0361, -0.0365, -0.0081
Si, 0.007, -0.0052, 0.0326
Si, 0.0174, -0.01, -0.007
Si, -0.0386, -0.0336, 0.0246
Si, 0.0161, 0.0036, 0.0253
Si, -0.0149, -0.0113, 0.0066
Si, 0.047, 0.0168, 0.0315
Si, 0.0046, 0.0199, -0.0126
Si, 0.0323, 0.0098, 0.0599
Si, -0.0116, 0.0412, 0.0635
P, -0.0021, 0.0381, 0.1366
Si, 0.0114, 0.0099, -0.0067
Si, 0.005, -0.0267, 0.078
Si, -0.0048, 0.0022, 0.05
Si, -0.0155, -0.0228, -0.0461
Si, -0.01, 0.0151, 0.0658
Si, -0.0219, 0.0178, -0.0156
Si, 0.0203, -0.0017, 0.0042
Si, 0.0074, -0.0278, -0.0124
Si, 0.0212, -0.0544, -0.0934
Si, -0.0062, 0.0014, -0.1255
Si, -0.0297, 0.0221, -0.0152
Si, 0.0122, 0.0016, -0.018
Si, 0.0306, -0.0187, 0.0241
Si, -0.0295, 0.0674, -0.1613
Si, -0.0234, -0.0934, -0.1546
Si, 0.0852, -0.0241, -0.1017
Si, -0.0658, 0.003, -0.1228
Si, 0.0303, -0.0486, -0.1241
Si, -0.0109, 0.0993, -0.1006
Si, -0.0625, -0.0193, -0.0955
Si, 0.0642, -0.0168, -0.257
O, -0.0359, -0.0505, 0.0547
O, 0.0091, 0.0349, 0.0022
O, -0.0032, -0.0062, 0.0093
O, -0.0018, -0.0044, 0.0165
O, 0.0385, 0.046, 0.0383
O, -0.0149, 0.0072, 0.0235
O, 0.0033, 0.0035, 0.0074
O, 0.0018, 0.0081, 0.008
O, -0.0572, 0.0591, 0.0597
O, -0.0326, 0.0335, 0.0484
O, 0.0271, -0.036, 0.0503
O, 0.0359, -0.0366, 0.0727
O, 0.0575, -0.0531, 0.0753
O, 0.0483, -0.0267, 0.1365
O, -0.0269, 0.0046, 0.1825
O, -0.0416, 0.0545, 0.0905
O, -0.037, 0.03, -0.0301
O, -0.0302, 0.0358, -0.0324
O, -0.0297, 0.0404, -0.0401
O, 0.0341, -0.041, -0.0333
O, 0.0424, -0.0356, -0.0387
O, -0.0418, 0.0291, -0.0328
O, 0.0415, -0.034, -0.0299
O, 0.0264, -0.041, -0.0278
Si, -0.0008, 0.0058, 0.0234
Si, -0.0014, 0.0016, 0.0236
Si, 0.0052, 0.0045, 0.0241
Si, 0.0081, -0.014, 0.0192
Si, -0.0173, 0.0051, 0.0322
Si, -0.0087, -0.0019, 0.0263
Si, 0.0016, -0.0028, 0.0481
Si, -0.0112, 0.0111, -0.0015
Si, -0.0157, 0.0012, -0.0303
Si, -0.0024, -0.0069, -0.0097
Si, -0.0077, 0.0004, 0.0143
Si, -0.0002, 0.0027, -0.0062
Si, -0.0097, -0.0225, -0.0242
Si, 0.0196, -0.0131, -0.0012
Si, -0.0093, 0.0246, -0.0401
Si, 0.004, 0.0115, -0.0083
Si, -0.0062, 0.001, 0.0384
Si, -0.0082, 0.0062, 0.011
Si, 0.0263, 0.0007, -0.0555
Si, 0.0036, -0.0031, -0.004
Si, 0.0047, -0.0021, -0.0013
Si, 0.0009, -0.0109, 0.0314
Si, -0.0108, 0.0095, -0.0216
Si, 0.0097, 0.0146, -0.048
Si, -0.0052, 0.0036, 0.0296
Si, 0.002, 0.001, -0.0216
Si, -0.0106, 0.004, 0.0114
Si, 0.0087, -0.0037, 0.0459
Si, 0.0042, 0.012, 0.052
Si, 0.0055, -0.0028, 0.0029
Si, 0.0015, 0.004, 0.0194
Si, -0.0035, 0.0043, 0.0187
Si, 0.0126, -0.0157, 0.0291
Si, -0.0024, 0.0011, 0.0274
Si, 0.0026, 0.0038, 0.0118
Si, -0.003, 0.0044, 0.0078
Si, -0.0003, -0.0041, 0.0131
O, -0.0066, -0.0332, -0.0116
O, 0.0007, 0.0008, -0.0046
O, -0.0072, -0.0052, -0.0109
O, 0.0063, 0.0008, -0.0049
O, 0.0057, 0.0037, -0.0012
O, 0.0101, 0.0011, -0.023
O, 0.0007, 0.0037, 0.0128
O, -0.0138, -0.0017, 0.0016
O, 0.0013, -0.0007, 0.0041
O, 0.0005, -0.0018, -0.0045
O, -0.0028, -0.0032, -0.0337
O, 0.0111, -0.0128, 0.0089
O, 0.0043, 0.0089, -0.021
O, -0.0043, 0.003, 0.0145
O, 0, -0.0006, -0.0134
O, -0.0059, 0.0061, -0.0201
O, -0.0007, 0, 0.0068
O, -0.0011, 0.0017, -0.0078
O, 0.0012, 0.0011, -0.0199
O, -0.0018, -0.0028, 0.0153
O, 0.0011, 0.0049, -0.0073
O, 0.0075, 0.0049, -0.0012
O, -0.0167, -0.0086, 0.0036
O, 0.0008, 0.0038, -0.0081
O, 0.0009, 0.004, 0.0175
O, 0.0026, 0.0003, -0.0068
O, 0.0097, -0.0134, 0.0097
O, -0.0004, 0, -0.0081
O, -0.0112, 0.0047, -0.0279
O, 0.0008, 0.0025, 0.0072
O, -0.0056, -0.0059, -0.0057
O, 0.0052, -0.0016, 0.0155
O, 0.0031, 0.0017, -0.0292
O, -0.0021, 0.0015, -0.0124
O, -0.0027, 0.0011, -0.0142
O, -0.0004, -0.0065, 0.0195
O, 0.002, 0.0036, -0.0286
O, -0.0002, -0.0008, -0.0053
O, 0.0014, -0.0002, -0.0243
O, 0.0002, -0.0002, -0.0081
O, -0.0186, 0.0346, 0.0368
O, -0.0147, 0.035, -0.0027
O, -0.0012, -0.0084, -0.008
O, 0.0006, 0.0003, -0.0039
O, -0.0012, -0.0001, -0.0077
O, -0.0003, -0.0018, -0.0168
O, 0.0081, -0.0024, -0.0145
O, -0.0005, 0.001, -0.0054
O, -0.0064, 0.0057, -0.0205
O, 0.0083, 0.0146, -0.0006
O, 0.0276, 0.014, -0.0148
O, 0.0173, -0.0009, 0.0352
O, -0.0039, 0.0024, 0.007
O, 0.0007, -0.0035, -0.0139
O, 0.0323, -0.0067, -0.0033
O, -0.0149, -0.0252, -0.0105
O, -0.0013, -0.0048, -0.0207
O, -0.0049, 0.0067, -0.0276
O, -0.0016, -0.0008, -0.0011
O, -0.0009, 0.0019, -0.0104
O, -0.0019, 0.0328, -0.0272
O, 0.0009, -0.0052, 0.0063
O, -0.011, -0.0225, -0.0349
O, 0.0136, -0.0256, 0.0334
O, -0.0093, -0.002, -0.0058
O, 0.0035, -0.0014, -0.0143

The program warned: the cutoff lies below the one the program advises for these potential files; the exchange-correlation potential is rough where the density is thin.
